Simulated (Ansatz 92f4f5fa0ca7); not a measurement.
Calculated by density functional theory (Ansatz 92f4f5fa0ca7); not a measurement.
Periodic cell of 422 atoms, Si266O156, from a study of silicon, its oxide and their interface. The atomic structure is a simulated model.
Doubt: the cutoff is far below the 930 eV that the study's wrapper takes by default for these files, so forces and energies are approximate.

Settings: functional PBE; potential files Ansatz PAW; basis plane waves; wave-function cutoff 580 eV; density cutoff ratio 5; exchange-correlation grid ratio 1; k mesh 1 x 1 x 1, Gamma-centred; self-consistency stop 5e-08 eV per atom in the density residual; occupations fixed; spin none; net charge 0.

Cell vectors (angstrom)
a 15.4687 0 0
b 0 12.8259 0
c 0 0 37.2731

Atoms and the computed forces on them: element, x, y, z (angstrom), force x, y, z (eV/angstrom)
Si -0.044 1.166 34.603 0.003 -0.001 0.041
Si 3.846 1.151 34.64 -0.01 0.017 0.016
Si 7.711 1.152 34.629 -0.014 0.004 0.004
Si 11.559 1.166 34.538 -0.006 0.011 0.04
Si 1.891 7.608 34.575 0.003 0.007 0.015
Si 5.78 7.616 34.593 -0.008 -0.001 0.011
Si 9.695 7.609 34.544 0.012 0 0.017
Si 13.494 7.604 34.515 0.001 -0.001 0.003
Si 1.934 5.247 35.006 -0.145 0.403 0.007
Si 5.801 5.247 35.006 0.004 0.499 0.83
Si 9.668 5.247 35.006 -0.003 0.193 -0.011
Si 13.535 5.247 35.006 -0.026 0.443 -0.178
Si 0 11.66 35.006 -0.026 -0.126 -0.406
Si 3.867 11.66 35.006 -0.113 0.25 0.851
Si 7.734 11.66 35.006 0.039 0.033 0.044
Si 11.602 11.66 35.006 -0.129 -0.186 -0.796
Si 0 4.664 36.243 0.023 0.044 -0.027
Si 3.867 4.664 36.243 0.133 0.129 0.04
Si 7.734 4.664 36.243 -0.032 0.184 0.101
Si 11.602 4.664 36.243 -0.075 0.059 -0.049
Si 1.934 11.077 36.243 0.029 0.009 0.035
Si 5.801 11.077 36.243 0.054 -0.088 -0.029
Si 9.668 11.077 36.243 0.005 -0.05 -0.065
Si 13.535 11.077 36.243 0.069 -0.126 -0.116
Si 0 2.332 36.655 -0.107 -0.019 0.089
Si 3.867 2.332 36.655 -0.013 0.104 0.254
Si 7.734 2.332 36.655 0.033 0.072 0.137
Si 11.602 2.332 36.655 -0.094 -0.098 -0.272
Si 1.934 8.745 36.655 -0.159 0.027 -0.037
Si 5.801 8.745 36.655 -0.05 0.039 0.131
Si 9.668 8.745 36.655 0.191 -0.049 -0.189
Si 13.535 8.745 36.655 -0.163 -0.041 -0.386
Si 1.934 1.749 0.619 -0.003 0.007 0.013
Si 5.801 1.749 0.619 0.039 0.036 0.022
Si 9.668 1.749 0.619 -0.026 0.005 -0.002
Si 13.535 1.749 0.619 0.04 -0.026 -0.008
Si 0 8.162 0.619 0.084 -0.018 -0.052
Si 3.867 8.162 0.619 0.029 -0.006 -0.027
Si 7.734 8.162 0.619 -0.037 -0.064 -0.046
Si 11.602 8.162 0.619 -0.013 0.04 -0.023
Si 0 5.83 1.031 -0.034 0.014 0.066
Si 3.867 5.83 1.031 -0.122 -0.1 -0.061
Si 7.734 5.83 1.031 0.048 -0.102 -0.036
Si 11.602 5.83 1.031 0.067 -0.028 -0.018
Si 1.934 12.243 1.031 -0.054 0.022 0.041
Si 5.801 12.243 1.031 -0.021 0.045 0.02
Si 9.668 12.243 1.031 -0.009 0.07 0.085
Si 13.535 12.243 1.031 -0.054 0.067 0.033
Si 1.934 5.247 2.268 0.345 -0.087 -0.503
Si 5.801 5.247 2.268 0.157 0.03 0.074
Si 9.668 5.247 2.268 -0.133 0.056 0.012
Si 13.535 5.247 2.268 -0.273 -0.068 -0.275
Si 0 11.66 2.268 0.009 0.021 0.44
Si 3.867 11.66 2.268 0.087 -0.039 -0.314
Si 7.734 11.66 2.268 0.158 0.026 0.43
Si 11.602 11.66 2.268 0.202 0.012 0.237
Si 1.934 2.915 2.68 0.019 0.006 0.068
Si 5.801 2.915 2.68 -0.057 -0.052 -0.015
Si 9.668 2.915 2.68 -0.003 0.053 0.117
Si 13.535 2.915 2.68 -0.054 0.102 0.073
Si 0 9.328 2.68 -0.058 -0.043 -0.059
Si 3.867 9.328 2.68 -0.038 -0.081 0
Si 7.734 9.328 2.68 0.07 0.07 0.021
Si 11.602 9.328 2.68 0.024 -0.2 -0.133
Si 3.293 3.154 26.876 0.023 -0.004 -0.042
Si 3.994 0.868 28.06 -0.01 0.061 0.102
Si 11.444 2.178 30.399 -0.016 0.011 -0.007
Si 8.116 5.619 28.403 0.072 -0.032 -0.023
Si 0.154 8.711 20.746 0 0.009 -0.043
Si -1.547 12.263 24.559 -0.006 0.007 0.016
Si 15.461 6.886 31.203 -0.007 0.017 -0.024
Si 11.345 0.314 26.202 -0.024 0.027 0.016
Si 4.12 5.143 27.996 -0.05 -0.032 -0.023
Si 8.979 1.261 24.508 -0.029 0.034 0.018
Si 15.177 2.34 24.243 0.028 0.006 0.022
Si 17.329 6.353 21.686 0.005 -0.024 -0.024
Si -0.028 11.016 26.992 0.001 0.036 0.041
Si 7.623 7.032 31.438 0.018 0.025 -0.003
Si 4.65 16.728 29.937 -0.015 0.01 -0.029
Si 11.119 8.899 25.562 0.002 -0.018 0.03
Si -1.657 5.006 27.592 0.026 -0.043 0.006
Si 3.856 4.792 31.925 0.014 -0.05 0.003
Si 5.683 7.553 30.205 0.026 -0.004 0.01
Si 9.545 0.791 31.066 -0.021 -0.017 0.024
Si 3.629 9.25 26.215 0.028 -0.001 0.041
Si 8.986 9.869 29.345 0.02 0.002 0.027
Si 9.585 11.148 31.426 -0.007 0.016 -0.03
Si 13.575 11.409 31.551 -0.025 0.047 0.035
Si 2.757 -1.178 27.85 -0.012 0.048 -0.001
Si 7.105 3.811 29.76 0.013 -0.033 0.042
Si 6.33 0.094 28.215 -0.12 0.037 -0.029
Si 15.536 2.166 30.257 -0.004 0.023 -0.007
Si 2.783 10.157 29.759 -0.012 -0.061 0.022
Si 6.763 10.481 28.383 -0.02 -0.066 -0.036
Si 7.472 1.386 29.901 0.029 0.051 0.068
Si 7.658 4.712 31.865 -0.006 -0.029 -0.029
Si 3.89 1.639 30.245 -0.131 -0.077 -0.011
Si 1.87 0.954 31.3 0.068 -0.002 -0.014
Si 11.521 2.779 28.123 0.011 0.046 -0.129
Si 13.506 -5.544 29.902 0.027 -0.013 0.03
Si -1.974 1.051 31.108 0.069 -0.015 0.014
Si 3.762 7.054 31.422 -0.026 0.031 -0.048
Si 10.758 10.649 27.947 0.135 0.011 0.009
Si 11.523 4.372 31.643 -0.011 0.001 0.02
Si 0.004 4.42 31.584 0.017 -0.029 -0.014
Si 5.731 0.712 31.371 0.051 0.019 0.002
Si 6.067 6.701 27.978 -0.056 0.048 -0.033
Si 11.425 6.77 31.007 -0.019 0.016 -0.031
Si 1.973 11.355 31.64 0.035 0.037 0.016
Si 5.749 11.194 31.816 -0.013 -0.013 0.011
Si 5.199 9.854 29.996 -0.012 0.009 0.022
Si 9.303 7.366 29.831 -0.021 -0.009 0.002
Si 1.883 4.066 32.98 -0.021 0.031 0.025
Si 5.772 4.085 33.067 -0.01 -0.022 -0.041
Si 9.622 4.04 32.987 0.006 0.009 0.004
Si 13.518 4.121 32.934 0.022 0.017 -0.006
Si 0.002 10.617 32.802 0.017 -0.042 0.046
Si 3.805 10.631 32.981 -0.035 -0.007 -0.041
Si 7.762 10.599 32.895 0.003 0.001 0.014
Si 11.588 10.581 32.728 0.013 -0.023 0.018
Si 1.911 1.79 33.473 0.033 -0.023 -0.027
Si 5.77 1.77 33.451 0.014 -0.004 0.015
Si 9.567 1.703 33.306 -0.004 -0.008 -0.011
Si 13.518 1.813 33.354 -0.01 -0.023 -0.008
Si -0.03 8.165 33.247 -0.005 0.041 -0.005
Si 3.827 8.292 33.398 0.014 -0.007 0.036
Si 7.729 8.27 33.405 -0.011 0.001 -0.008
Si 11.573 8.121 33.118 -0.007 0.016 0.015
Si 0 2.332 3.917 -0.184 -0.437 0.277
Si 3.867 2.332 3.917 0.235 0.043 -0.132
Si 7.734 2.332 3.917 0.077 -0.145 0.433
Si 11.602 2.332 3.917 0.11 -0.237 0.338
Si 1.934 8.745 3.917 -0.027 -0.002 -0.345
Si 5.801 8.745 3.917 -0.016 0.014 0.301
Si 9.668 8.745 3.917 -0.035 -0.017 -0.354
Si 13.535 8.745 3.917 0.005 -0.596 -0.876
Si 1.985 6.422 4.253 -0.069 -0.031 0.055
Si 5.843 6.387 4.36 -0.002 0.008 -0.002
Si 9.59 6.41 4.336 -0.02 -0.013 -0.021
Si 13.472 6.378 4.308 0 -0.015 0.018
Si 0.022 12.825 4.41 -0.004 -0.019 0.012
Si 3.941 12.805 4.296 0.003 0 -0.022
Si 7.846 12.838 4.4 0.022 -0.006 0.007
Si 11.699 12.809 4.378 -0.011 -0.007 0.019
Si 0.037 5.643 5.276 0.05 0.036 -0.026
Si 3.877 5.915 5.563 0.001 -0.024 -0.016
Si 7.74 5.712 5.675 -0.01 0.037 -0.019
Si 11.482 5.793 5.533 0.052 0.035 0.018
Si 2.032 12.228 5.551 -0.032 0.005 -0.005
Si 5.865 12.29 5.585 -0.012 -0.026 0.025
Si 9.839 12.247 5.702 -0.011 0.008 -0.015
Si 13.582 12.161 5.747 0.026 -0.022 -0.042
Si 0.008 3.36 6.05 0.02 0.04 -0.022
Si 3.839 3.533 5.95 -0.023 0.042 -0.053
Si 7.718 3.381 6.093 -0.009 -0.01 -0.025
Si 11.524 3.5 5.996 -0.004 0.022 0.033
Si 1.92 9.915 5.936 0.011 -0.008 -0.022
Si 5.848 9.931 6.017 0.016 0.027 -0.044
Si 9.746 9.86 5.958 -0.021 -0.025 0.006
Si 13.511 9.805 5.905 -0.029 0.033 0.048
Si 3.514 2.34 13.281 0.02 -0.017 -0.017
Si 4.968 4.405 9.246 -0.009 0.078 -0.002
Si 14.423 6.981 10.008 -0.065 -0.235 0.33
Si 6.308 -0.042 9.28 0.042 -0.217 0.06
Si -1.917 12.178 8.221 -0.008 0.152 -0.038
Si 3.837 9.564 7.245 -0.024 -0.075 0.003
Si 8.023 14.668 10.978 -0.047 0.014 0.025
Si 10.606 6.543 12.117 -0.076 0.012 0.017
Si 0.004 6.828 7.201 -0.132 -0.145 -0.057
Si 3.912 7.219 7.559 0.04 0.007 0.029
Si 9.657 2.801 7.396 0.054 0.035 0.045
Si 7.783 6.796 7.802 0.026 0.031 0.016
Si 3.25 11.027 9.1 0.035 0.003 0.109
Si 5.1 13.574 7.471 0.011 0.027 0.012
Si 9.793 16.632 9.599 0.056 0.011 -0.004
Si 11.943 15.784 10.618 -0.046 0.057 0.04
Si 2.023 2.674 7.215 0.019 -0.022 -0.023
Si 8.026 10.217 9.037 -0.088 0.07 -0.027
Si 12.264 3.371 16.357 0.035 -0.004 -0.023
Si 11.573 6.775 7.689 0.04 -0.013 -0.044
Si 0.978 14.328 14.71 -0.001 0.007 0.005
Si 8.738 10.987 14.143 0.002 0.022 -0.023
Si 5.692 15.883 7.325 -0.037 -0.069 0.028
Si 9.727 18.982 9.181 -0.04 -0.033 -0.028
Si -2.958 0.783 12.529 0.033 0.019 0.026
Si 1.71 3.211 10.925 -0.019 -0.039 0.067
Si 13.622 5.733 8.215 0.042 0.178 -0.4
Si 16.33 -1.85 12.184 0.001 0.084 0.104
Si 2.765 13.13 7.637 -0.054 0.065 0.042
Si -0.042 9.194 7.059 0.001 -0.005 -0.033
Si 11.644 9.106 7.142 0.009 -0.004 -0.025
Si 13.46 9.119 10.197 -0.034 0.038 0.021
Si -7.632 9.051 7.07 0.044 0.001 -0.006
Si -0.428 -2.421 9.022 0.025 0.012 0.009
Si 2.578 4.121 8.951 0.013 -0.039 -0.059
Si 10.375 0.559 7.82 0.018 -0.047 -0.034
Si 1.502 9.905 10.224 -0.009 0.1 -0.033
Si 6.021 8.614 10.728 0.06 0.083 0.032
Si 4.77 4.753 12.202 0.033 0.005 0.004
Si 16.708 7.533 10.277 -0.011 -0.058 -0.052
Si -1.999 3.378 7.37 -0.012 -0.031 0.015
Si 5.19 -3.023 16.559 -0.013 0.001 -0.011
Si 9.967 -0.37 11.59 -0.085 0.046 0.013
Si 9.929 -1.27 9.44 -0.027 -0.002 0.061
Si 0 13.919 11.913 -0.021 0.056 -0.001
Si 12.649 8.931 16.786 -0.002 -0.019 0.001
Si 12.603 1.511 8.702 0.039 -0.027 -0.028
Si 17.402 6.063 11.923 0.02 -0.099 0.114
O 19.576 3.028 17.387 0.012 0.012 -0.002
O -14.125 20.369 20.653 -0.003 -0.004 0.015
O 5.55 14.483 21.487 0.026 -0.053 -0.019
O 10.862 -1.174 22.384 0.012 -0.002 0.01
O 10.428 8.439 20.099 0.008 0.014 0.016
O 6.468 11.118 22.74 0.025 -0.002 0.012
O 9.612 13.231 20.621 0.002 -0.002 -0.001
O 16.728 4.552 11.774 0.009 0.068 -0.02
O 9.753 19.656 10.743 -0.004 0.004 0.009
O 9.446 1.377 15.598 -0.013 0.013 0.015
O 6.912 1.633 14.745 0.028 0.001 0.028
O 6.96 14.445 12.192 0.051 -0.063 -0.038
O 35.606 19.794 14.455 0.007 -0.002 0.006
O 5.155 10.63 15.141 0.001 -0.006 0.02
O -2.12 11.347 23.312 -0.01 -0.005 0.003
O 19.737 16.605 13.408 -0.01 0.003 -0.001
O 5.989 8.092 12.302 -0.009 -0.029 -0.003
O 12.64 -12.245 14.13 -0.015 0.008 -0.033
O 16.062 15.299 20.647 0.009 0.002 0.02
O 1.211 12.012 27.385 0.005 -0.053 -0.014
O 12.347 9.685 13.221 0.038 -0.027 -0.046
O 4.549 18.433 16.748 0.002 0.007 0.008
O 10.432 20.577 13.188 -0.007 0.007 0.006
O 4.617 13.983 13.374 0.002 0.005 0.022
O 9.571 8.4 25.688 0 0.009 -0.027
O -0.99 8.26 19.671 0.003 0.001 0.019
O 5.497 6.848 20.239 0.015 0.02 -0.003
O -6.318 0.169 17.953 0.001 0.004 0.016
O 10.279 5.091 12.808 -0.005 -0.006 0.025
O 0.419 2.184 10.753 -0.005 -0.012 0.001
O 20.764 4.347 21.44 -0.007 0.035 -0.009
O 14.518 20.935 13.336 -0.013 0.019 -0.045
O 15.658 -12.64 19.405 -0.002 -0.025 0.001
O 12.014 5.192 23.934 0.009 0.013 -0.004
O -15.279 2.393 25.818 -0.023 0.001 -0.012
O 12.175 6.513 11.767 0.061 0.007 -0.018
O 12.694 12.546 25.566 0.022 -0.013 -0.017
O 8.374 0.054 23.56 0.013 -0.023 -0.007
O 15.359 4.478 27.448 -0.051 0.01 0.006
O 0.229 2.095 16.005 0.018 -0.018 -0.043
Si 3.966 19.738 15.957 -0.024 -0.009 -0.017
Si 13.426 10.487 29.396 -0.131 -0.027 -0.155
Si 8.537 19.682 22.801 -0.008 -0.073 0.006
Si 0.995 8.309 25.959 0.035 0.007 0.028
Si 4.654 4.486 17.916 -0.014 -0.014 -0.002
Si -0.288 6.669 13.761 -0.021 0.016 0.016
Si 13.793 9.35 12.505 -0.027 -0.026 0.162
Si 7.967 8.768 17.664 0.014 0.007 -0.007
Si 12.416 0.29 15.717 0.027 -0.027 -0.005
Si 16.22 3.08 27.215 0.056 -0.029 0.011
Si 5.717 6.729 9.017 -0.029 -0.058 -0.037
Si 7.6 17.283 17.545 -0.007 0.001 -0.002
Si 16.338 18.916 16.537 -0.024 -0.017 -0.021
Si 10.169 4.559 14.356 0.011 -0.011 -0.026
Si -3.509 10.501 8.987 0.008 -0.052 -0.026
Si 9.383 17.483 26.616 -0.029 0.01 0.014
Si 14.245 -2.118 16.611 -0.004 -0.003 -0.039
Si 2.548 6.98 28.005 0.064 -0.015 0.023
Si 7.439 24.398 23.963 -0.028 0.014 0.009
Si 9.537 -0.043 16.38 0.013 -0.009 -0.032
Si 18.593 11.593 17.376 -0.017 0.013 -0.016
Si 0.671 14.605 19.163 -0.007 0.005 0.006
Si 8.2 4.133 24.487 -0.099 -0.014 -0.046
Si 11.964 18.84 25.349 0 -0.019 0.022
Si 6.022 6.973 13.501 -0.001 0.003 -0.036
Si 11.15 8.009 21.506 -0.008 -0.021 -0.017
Si 0.58 -1.414 19.163 -0.023 0.008 -0.006
Si 1.937 6.348 8.426 0.045 0.019 -0.012
Si 8.228 2.407 15.311 0.004 0.001 -0.022
Si -8.862 13.426 26.012 0.095 0.021 -0.134
Si 28.982 18.415 11.592 0.148 0.162 0.067
Si -5.165 16.811 18.772 0.012 -0.001 -0.005
Si 22.394 10.839 21.198 -0.015 0.006 -0.001
Si 26.625 8.932 14.05 0.021 -0.006 0.034
Si 16.963 28.882 21.783 0.024 -0.025 -0.022
Si 8.128 8.824 25.061 -0.003 -0.026 -0.029
Si 3.685 14.415 18.053 -0.024 0 0.016
Si -0.141 16.028 17.142 0.001 -0.004 0.046
Si 1.937 7.807 30.101 0.002 -0.024 0.019
Si 4.877 10.804 10.908 0.087 0.145 -0.09
Si -10.898 5.584 20.636 0.016 -0.041 0.035
Si 21.509 13.684 20.132 -0.037 0.03 0.027
Si -2.925 18.248 20.465 0.007 -0.01 -0.029
Si 8.317 19.464 15.598 0.003 -0.001 -0.012
Si 14.307 7.063 18.575 -0.015 -0.008 -0.052
Si 9.959 11.708 21.032 -0.008 -0.006 -0.02
Si 5.853 11.213 13.769 0.01 0.034 -0.046
Si 9.016 1.129 19.288 -0.003 0.013 -0.002
Si 6.43 8.762 26.659 0.01 0.009 0.064
Si 4.715 2.943 22.113 0.023 0.007 0.017
Si 11.91 23.416 23.063 -0.002 -0.003 0.008
Si 13.423 4.779 23.194 -0.006 -0.013 -0.002
Si 6.816 -5.046 20.328 -0.005 -0.024 0.013
Si 15.352 7.387 23.395 0.005 -0.008 -0.016
Si 10.478 -3.151 19.024 0.022 -0.012 -0.033
Si 16.752 -1.686 15.011 -0.022 -0.022 0.023
Si 21.692 13.663 13.467 -0.039 0.003 -0.063
Si 5.212 15.802 24.454 -0.001 0.094 0.039
O 8.54 11.751 15.59 -0.002 -0.013 0.006
O 11.605 -3.33 17.894 -0.003 -0.014 0.003
O 15.236 6.428 15.367 0.011 -0.01 0.026
O 3.447 13.169 17.01 0.007 -0.011 0.004
O -0.181 8.028 24.884 -0.011 -0.003 -0.007
O 18.985 23.648 26.624 -0.031 0.014 0.021
O 13.301 18.386 26.157 -0.008 0.006 -0.008
O -4.96 13.787 24.955 0.02 -0.021 -0.005
O 17.603 -1.384 18.659 0.015 -0.002 -0.004
O 38.366 26.756 9.637 -0.027 -0.012 -0.013
O 7.722 7.772 23.875 0.013 0.012 0.015
O 8.893 17.6 18.495 -0.003 -0.002 -0.001
O 19 33.928 27.553 0.008 0.022 -0.017
O 5.185 3.922 10.847 -0.009 0.004 0.033
O 14.971 11.41 25.48 -0.002 -0.002 -0.027
O 2.331 19.526 16.077 0.017 0.01 0.008
O 29.391 13.465 11.726 -0.011 0 0.009
O -19.38 12.427 11.951 0.013 -0.007 -0.01
O 11.315 22.928 24.495 0.002 0.002 -0.014
O 16.727 4.833 21.473 -0.005 0.02 0.019
O 19.337 4.981 19.271 0 0.005 -0.012
O 13.167 4.433 21.614 -0.002 0.008 0.005
O -3.873 16.767 14.939 -0.016 0.002 0.002
O 3.574 5.859 11.897 -0.018 -0.018 -0.003
O 3.099 2.856 21.754 -0.049 0.004 0.003
O 0.106 1.825 13.37 0.025 -0.025 -0.01
O 8.913 3.503 14.314 -0.002 0.001 0.022
O -3.418 20.458 25.15 -0.006 0.003 -0.006
O 13.528 8.843 29.347 0.001 -0.002 0.012
O 21.058 14.354 25.115 -0.005 -0.079 0.063
O 3.462 6.233 21.628 -0.007 0.012 0.004
O -8.18 -2.442 13.696 0 -0.007 0.022
O 11.837 -4.391 15.447 -0.018 0.045 -0.039
O 6.731 22.399 17.004 -0.002 0 0.011
O 6.46 9.342 20.725 0.009 -0.002 0
O 25.951 -0.841 27.001 -0.011 0.002 -0.006
O 14.372 18.93 23.286 0.007 0.012 0.005
O 0.539 23.118 20.405 0 -0.015 0.018
O 13.723 6.241 28.64 0 0.016 0.017
O 6.22 -8.491 18.39 0.005 0.003 -0.007
O 9.925 15.287 19.166 -0.008 -0.005 -0.002
O 14.332 11.132 28.18 0.015 -0.001 0.001
O 22.88 32.804 14.338 0.004 -0.003 0.006
O -8.519 24.247 8.612 0.02 0.113 0.229
O -2.171 -5.267 17.4 0.009 0.016 0.026
O -3.613 1.446 27.245 -0.021 0 0.025
O 16.823 19.794 26.841 -0.034 0.001 -0.024
O 22.013 16.801 24.67 0.03 -0.005 0.003
O 2.451 10.853 16.091 -0.002 0.006 -0.004
O 11.86 2.229 12.116 0.023 -0.031 -0.024
O 11.238 3.967 17.455 -0.005 -0.008 0.014
O -6.649 15.563 23.814 0.029 -0.038 0.013
O 31.889 12.592 11.836 0.016 -0.048 -0.023
O 29.102 -0.627 16.269 -0.023 0.021 0.005
O 10.581 18.512 26.132 0.027 0.011 -0.008
O 15.39 10.366 15.483 0.012 0.005 0.003
O -0.424 8.561 22.282 -0.006 -0.006 0.022
O 17.855 8.836 25.233 -0.017 -0.005 0.005
O 11.891 11.011 29.08 0.045 -0.007 0.065
O 8.434 16.193 10.52 -0.037 -0.019 0.007
O 9.702 18.681 15.243 -0.008 0.001 0.007
O 15.003 23.659 18.057 0.015 0.004 0.026
O 16.768 19.438 13.33 0.041 0.008 -0.06
O -2.647 3.788 28.056 -0.018 0.002 0.014
O 13.808 16.618 16.765 -0.05 0.004 -0.014
O 12.208 6.834 21.189 -0.005 0.005 0.008
O 0.304 6.783 17.908 0 0.007 0.017
O -4.4 12.274 16.121 -0.012 0 0.007
O 7.519 9.299 10.346 -0.06 -0.027 0.009
O 2.457 2.162 14.507 -0.029 -0.017 0.01
O 4.39 21.191 16.582 0.006 0 0.009
O 8.101 14.112 25.889 0.035 0.007 0.001
O 0.418 15.037 28.603 -0.012 0.005 -0.047
O -3.153 14.568 16.436 -0.013 0.02 0.003
O 10.826 23.876 19.814 -0.004 0 0.016
O 7.371 5.641 16.46 0.001 0.002 0.01
O 1.411 6.837 23.177 -0.009 0.008 0.015
O -0.706 10.675 12.627 -0.019 -0.021 -0.064
O 17.736 1.815 18.804 0.029 -0.001 -0.004
O 13.075 16.967 10.941 0.005 -0.027 -0.006
O 9.132 24.814 12.916 0.029 -0.016 -0.001
O 9.027 9.827 18.293 -0.014 -0.007 0.003
O 10.172 3.425 27.412 0.039 -0.05 0.052
O 16.365 4.476 16.892 0.022 0.019 -0.009
O 8.366 10.311 24.404 0.004 0.013 -0.007
O 4.86 13.914 19.05 0.004 -0.006 -0.002
O -6.011 1.176 11.368 0.025 -0.06 0.013
O 24.001 -7.505 23.379 0.01 0.068 -0.01
O 8.737 7.918 16.507 -0.006 0.002 0.014
O 15.945 22.286 26.991 0.004 -0.01 -0.012
O 11.496 -16.169 27.035 -0.02 0.008 0.006
O 16.422 2.717 23.247 -0.024 -0.003 0.008
O 4.779 10.794 12.57 0.017 0.04 0.037
O 14.017 16.281 23.942 -0.007 0.013 -0.009
O 6.091 -7.299 12.739 -0.026 0.012 0.008
O -1.813 5.725 19.291 -0.011 0.008 0.023
O 7.465 7.759 18.837 0.002 0.005 0.002
O 5.76 -0.6 10.743 -0.037 -0.117 -0.193
O 2.77 2.303 11.82 -0.006 0.023 0.002
O 14.606 0.817 23.988 -0.005 -0.013 0.009
O -3.463 9.267 22.107 0.004 0.013 0.007
O -10.973 -2.055 17.68 0.012 -0.007 0.004
O 22.912 1.483 19.562 0.026 0 -0.011
O 5.121 9.008 25.619 0.012 -0.013 -0.028
O 8.567 10.856 21.18 0.005 0 0.005
O 21.735 -0.759 20.336 0.01 -0.024 0.007
O 3.829 3.377 25.287 -0.011 0.022 0.002
O -1.193 5.481 13.06 -0.047 -0.061 0.034
O 25.523 -18.2 22.592 -0.001 0.01 0.006
O 6.522 -0.852 25.238 0.011 -0.053 -0.005
O 9.927 -2.896 14.362 -0.03 0.015 -0.001
O 17.215 10.628 13.533 -0.003 -0.015 -0.062
O 11.16 4.746 19.924 0.005 -0.003 0.004
O 7.799 7.006 21.367 0 0.02 0.003
O 1.03 12.735 14.945 0.005 0.053 -0.001
O 23.29 -9.77 16.745 0.004 -0.005 0.005

Results
free energy: -257814.592 eV
free energy less fixed offsets of O -568.88, Si -635.61 eV per atom: 2.948 eV

The program warned: the cutoff lies below the one the program advises for these potential files; the forces do not sum to zero within the program's tolerance; the exchange-correlation potential is rough where the density is thin.
